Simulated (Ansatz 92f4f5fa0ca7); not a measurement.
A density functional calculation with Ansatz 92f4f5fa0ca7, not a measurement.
Periodic cell of 221 atoms, Si132O88H1, from a study of silicon, its oxide and their interface. The atomic structure is a simulated model.
Doubt: the cutoff is far below the 930 eV that the study's wrapper takes by default for these files, so forces and energies are approximate.
This geometry differs little from another in the collection (a relaxation step or a small displacement).

Settings
functional: PBE
potential files: Ansatz PAW
basis: plane waves
wave-function cutoff: 580 eV
density cutoff ratio: 5
exchange-correlation grid ratio: 1
k mesh: 1 x 1 x 1, Gamma-centred
self-consistency stop: 5e-08 eV per atom in the density residual
occupations: fixed
spin: none
net charge: +1 e, with a uniform compensating background and no finite-size correction

Cell vectors (angstrom)
a  10.938  0  0
b  0  10.938  0
c  0  0  32.2041

Atoms and the computed forces on them: element, x, y, z (angstrom), force x, y, z (eV/angstrom)
Si  0.1877  -0.1296  24.5252  0.0028  0.0177  -0.0446
Si  5.5877  -0.3019  24.7953  0.0025  -0.0272  0.0079
Si  2.515  3.0539  24.5148  -0.0373  -0.0393  -0.1219
Si  8.0747  2.9702  25.0988  0.0297  -0.0144  0.0759
Si  0.0364  5.1315  24.7008  0.0608  -0.0004  0.0121
Si  5.8146  5.1509  24.6911  0.0607  -0.0585  -0.1396
Si  2.4391  8.5177  24.6355  0.0109  -0.0104  -0.107
Si  7.9906  8.5938  24.8267  -0.0723  0.1062  -0.0522
Si  1.4042  1.4128  25.8939  -0.02  -0.0304  -0.08
Si  6.7469  1.3333  26.0908  -0.0075  -0.0131  -0.0245
Si  4.0613  4.162  25.9575  0.0592  -0.0087  -0.004
Si  9.6239  4.1315  26.342  -0.0656  -0.0147  0.0381
Si  1.2708  6.85  25.883  -0.0292  -0.0187  -0.036
Si  6.854  6.8576  25.9957  0.0242  0.0112  -0.0213
Si  4.0228  9.5124  26.1136  0.0681  -0.0296  0.0307
Si  9.5884  9.7299  26.0734  -0.0084  0.0324  -0.057
Si  2.7179  0.0481  27.3954  -0.0347  0.0047  -0.0239
Si  8.1826  0.0593  27.4606  -0.0278  -0.0339  -0.0406
Si  0.0679  2.6549  27.4572  0.0073  0.0309  -0.0085
Si  5.3892  2.7569  27.402  0.0339  0.04  -0.0423
Si  2.7  5.5358  27.3431  -0.0592  0.0242  0.0228
Si  8.1822  5.5508  27.4814  0.0034  -0.0151  -0.0275
Si  -0.0328  8.2169  27.3704  0.0256  -0.0069  -0.0081
Si  5.4534  8.1585  27.4219  -0.0143  0.0471  -0.0475
Si  4.1018  1.3673  28.7859  -0.2481  0.119  0.1087
Si  9.5708  1.3673  28.7859  0.1213  0.0381  0.4596
Si  1.3673  4.1018  28.7859  0.3549  0.0576  -0.2121
Si  6.8362  4.1018  28.7859  -0.2749  0.0433  -0.1574
Si  4.1018  6.8362  28.7859  -0.2011  -0.1991  0.0322
Si  9.5708  6.8362  28.7859  0.0813  0.5718  0.3403
Si  1.3673  9.5708  28.7859  -0.0969  0.0636  -0.3742
Si  6.8362  9.5708  28.7859  -0.0258  -0.1757  -0.0922
Si  0  0  30.1531  -0.1246  -0.1139  0.0296
Si  5.469  0  30.1531  -0.0001  -0.0118  -0.056
Si  2.7345  2.7345  30.1531  0.1166  0.0745  0.0308
Si  8.2035  2.7345  30.1531  0.1159  0.0302  -0.034
Si  0  5.469  30.1531  -0.0124  -0.0061  -0.0648
Si  5.469  5.469  30.1531  -0.0809  -0.1292  0.0196
Si  2.7345  8.2035  30.1531  0.0376  0.0257  -0.0526
Si  8.2035  8.2035  30.1531  0.1164  0.0332  0.0494
Si  1.3673  1.3673  31.5204  -0.0193  0.0524  -0.0506
Si  6.8362  1.3673  31.5204  -0.0179  -0.0225  -0.0317
Si  4.1018  4.1018  31.5204  -0.0143  -0.0443  0.0171
Si  9.5708  4.1018  31.5204  -0.0477  0.0366  -0.0027
Si  1.3673  6.8362  31.5204  0.0124  0.0078  -0.0342
Si  6.8362  6.8362  31.5204  -0.0011  0.0396  -0.042
Si  4.1018  9.5708  31.5204  -0.0134  0.0061  -0.0057
Si  9.5708  9.5708  31.5204  -0.0332  0.031  0.017
Si  2.7345  0  0.6835  -0.019  0.0089  0.0266
Si  8.2035  0  0.6835  0.0554  0.0179  0.0114
Si  0  2.7345  0.6835  -0.0109  -0.0438  0.0241
Si  5.469  2.7345  0.6835  0.0566  -0.0235  0.0044
Si  2.7345  5.469  0.6835  0.002  -0.0084  0.0014
Si  8.2035  5.469  0.6835  0.017  -0.0359  0.034
Si  0  8.2035  0.6835  -0.0123  -0.0261  -0.0022
Si  5.469  8.2035  0.6835  0.0291  -0.0176  0.0277
Si  4.1018  1.3673  2.0507  0.0365  0.0997  0.0329
Si  9.5708  1.3673  2.0507  -0.0707  -0.0339  -0.0157
Si  1.3673  4.1018  2.0507  0.0786  0.0407  -0.0109
Si  6.8362  4.1018  2.0507  -0.0711  -0.0661  0.0171
Si  4.1018  6.8362  2.0507  -0.0991  -0.0312  0.0182
Si  9.5708  6.8362  2.0507  0.0326  0.0836  0.0277
Si  1.3673  9.5708  2.0507  -0.0586  -0.0286  0.0151
Si  6.8362  9.5708  2.0507  -0.0516  0.0075  -0.0007
Si  0  0  3.418  -0.392  -0.2111  -0.388
Si  5.469  0  3.418  0.2381  -0.1566  0.1333
Si  2.7345  2.7345  3.418  0.3827  0.5777  -0.2969
Si  8.2035  2.7345  3.418  0.0268  -0.0731  0.1844
Si  0  5.469  3.418  0.1388  -0.0262  0.3052
Si  5.469  5.469  3.418  -0.0924  -0.3744  -0.0362
Si  2.7345  8.2035  3.418  -0.062  -0.2107  -0.086
Si  8.2035  8.2035  3.418  0.0488  -0.0588  0.0169
Si  1.3613  1.3855  4.655  0.0535  0.0332  0.2581
Si  6.864  1.331  4.8192  0.0311  0.0792  0.0163
Si  4.1334  4.0894  4.8551  -0.0054  -0.1523  0.1382
Si  9.5815  4.0874  4.8048  -0.0103  0.0335  -0.107
Si  1.3901  6.8414  4.8312  0.02  -0.0216  0.0118
Si  6.8876  6.7407  4.761  0.0156  0.0702  0.0501
Si  4.1216  9.5156  4.7615  0.1117  -0.0094  -0.0492
Si  9.5606  9.5657  4.7998  0.0173  0.0197  0.1099
Si  2.6651  -0.0524  5.9453  -0.1836  -0.0753  -0.2626
Si  8.1996  -0.0148  6.248  0.1076  0.0692  -0.056
Si  0.0459  2.7081  6.0831  0.0214  -0.1208  0.0222
Si  5.4746  2.5817  6.2526  -0.2026  -0.1079  -0.0473
Si  2.7518  5.5152  6.2931  0.009  0.0396  0.0132
Si  8.1905  5.3676  6.2243  -0.0552  -0.0347  0.0409
Si  -0.038  8.1503  6.1793  -0.0751  -0.0769  -0.1503
Si  5.5124  8.1137  6.1055  -0.1877  -0.155  -0.066
Si  3.7044  1.3636  7.4304  0.1957  0.3852  0.1748
Si  9.9167  1.1245  7.4408  0.0241  0.0284  0.039
Si  1.6419  3.7889  7.4454  -0.1717  0.0652  0.1115
Si  6.6592  4.1111  7.5827  0.1264  -0.0825  0.0925
Si  4.5328  6.5151  7.6031  0.1949  -0.3554  -0.3158
Si  9.2847  7.0387  7.4755  0.0197  -0.0219  0.1611
Si  1.16  9.7847  7.3109  -0.0044  0.3746  0.2356
Si  7.0072  9.254  7.4277  0.1856  -0.1043  0.0922
O  1.2454  4.1018  24.0958  0.0394  -0.0127  0.0785
O  6.7801  9.6023  24.2622  0.0894  -0.0868  0.0532
O  2.9389  2.8052  7.5439  0.0658  -0.1161  -0.0407
O  8.1665  8.1836  7.9171  -0.0902  0.0668  -0.0492
O  5.552  5.2802  8.0606  -0.3199  0.6005  -0.0237
O  0.0882  -0.0194  7.9266  0.04  -0.0992  -0.1141
O  5.359  5.5152  23.1462  -0.0253  -0.0414  0.1951
O  10.5201  0.5119  23.0836  0.1283  -0.1562  0.1328
O  2.204  9.4024  8.5584  -0.0014  -0.2509  0.0301
O  1.2197  3.9271  9.0366  0.172  -0.045  -0.1625
O  9.4937  1.9833  8.7668  0.0271  -0.0426  -0.0344
O  7.6381  9.9483  12.0863  -0.0976  -0.0038  0.0094
O  3.4931  0.7775  8.9915  0.0393  -0.1055  0.1065
O  4.3226  7.3653  9.3834  0.132  -0.2955  0.1328
O  7.2535  3.3477  8.9354  -0.0968  0.0928  -0.1438
O  9.8616  6.5026  8.9299  -0.0513  0.0026  -0.1483
O  3.3541  2.4594  23.1737  -0.1245  0.1024  0.1324
O  4.6619  0.1813  23.5234  0.0222  -0.0185  0.0479
O  9.1782  2.4698  24.0083  0.0016  0.0973  0.1434
O  9.8011  5.5939  23.591  0.0661  -0.0884  0.019
O  19.8842  8.1397  23.5598  -0.0648  0.0458  0.1005
O  3.2918  7.9665  23.3296  -0.0534  0.0423  0.1379
O  6.9856  4.0076  24.4298  -0.1201  0.1076  -0.0153
O  1.3108  9.6413  24.1104  0.0077  0.0029  0.0826
Si  3.8135  6.4157  10.7826  0.0138  -0.0949  0.827
Si  9.1142  4.2674  14.6467  0.0146  -0.0125  0.0373
Si  7.4401  8.3354  11.9704  0.2584  -0.0429  0.1494
Si  4.2135  1.275  22.3983  0.0505  -0.0088  -0.0015
Si  17.1343  3.835  14.2768  0.0612  -0.0259  0.0578
Si  2.7473  -0.4561  20.1726  -0.0403  -0.0134  -0.0004
Si  7.1833  4.1544  19.4885  0.0305  -0.0364  0.0267
Si  14.0175  6.6347  16.4955  -0.0085  0.028  0.0526
Si  1.9289  4.1981  10.4858  -0.1879  -0.4124  0.0384
Si  5.702  16.1998  16.7839  0.0337  0.0085  0.0871
Si  3.7818  9.7468  17.3051  -0.012  0.0252  0.0411
Si  10.2535  4.4439  11.717  -0.1076  -0.0396  0.0829
Si  10.9202  6.5168  16.0889  -0.0305  0.0195  0.0493
Si  7.9863  1.614  14.5428  0.0169  0.0036  0.0264
Si  2.8058  10.4025  9.7141  -0.3591  0.3201  -0.166
Si  9.1131  6.7878  22.6715  -0.0081  0.0264  -0.042
Si  11.1959  -1.144  11.2337  -0.1389  0.0005  0.1089
Si  3.5856  -3.2647  13.7718  0.0185  0.0352  0.2033
Si  5.2086  8.7654  9.9353  0.6269  0.3908  0.0831
Si  9.565  1.7758  22.6119  -0.0749  -0.0837  -0.0788
Si  11.9331  -0.4231  16.6346  -0.0205  0.0124  0.0566
Si  8.4409  2.6292  9.8232  0.0207  0.0043  0.0701
Si  -0.4277  8.2376  18.4292  -0.0345  0.0292  0.0379
Si  11.7596  -2.0231  14.1942  -0.0728  0.0038  0.0805
Si  4.7122  3.8311  11.6218  -0.0598  -0.188  0.0925
Si  6.0197  6.0759  21.7591  0.0003  -0.0017  -0.0258
Si  6.4779  7.7277  14.7592  0.0353  -0.0132  0.0924
Si  11.54  6.5191  20.7183  0.023  -0.0267  -0.0085
Si  11.1034  1.0786  18.8862  -0.024  0.0106  0.0169
Si  14.227  7.6859  21.7147  -0.0453  0.0093  -0.0726
Si  6.967  1.3653  20.8099  0.014  -0.0244  -0.0332
Si  9.9698  7.1927  10.4082  -0.0251  0.0124  0.0744
Si  -0.6414  3.6897  20.2253  -0.0449  0.0054  -0.0553
Si  8.4554  -0.6137  19.1534  -0.0068  0.0133  0.0815
Si  6.8457  10.2203  16.4054  0.0002  0.0117  0.0913
Si  8.5729  0.3243  11.8295  0.1135  0.0591  0.0084
O  13.378  8.8076  13.9801  0.0486  -0.006  -0.0332
O  7.7439  -0.7424  17.7269  -0.0277  -0.003  -0.0578
O  6.026  8.144  11.175  -0.4401  -0.0844  -0.4518
O  1.6182  10.6132  10.8197  0.1611  -0.0186  -0.0849
O  4.973  -5.6505  10.8955  -0.05  0.3441  -0.179
O  10.0018  7.195  17.2696  0.0019  -0.0341  -0.043
O  6.2633  4.9424  20.601  -0.0395  0.0341  0.0173
O  6.654  13.2612  13.9215  -0.0465  0.0234  -0.0017
O  3.5534  7.1996  12.1957  0.1239  -0.1783  -0.5529
O  2.3883  5.7739  10.3584  0.1365  0.3171  -0.1406
O  7.5796  4.7618  14.261  -0.0497  0.0051  -0.0127
O  11.4189  -1.5957  17.648  0.019  0.0025  -0.0223
O  9.8935  4.1516  13.2445  0.0297  0.0181  -0.083
O  0.6159  7.4594  19.3957  0.0232  -0.0055  -0.0057
O  6.9606  2.5253  19.6325  -0.0079  -0.0048  -0.0021
O  12.4347  6.2058  16.7064  0.0263  -0.0062  -0.0088
O  17.2248  6.5288  15.8715  0.0017  0.0339  -0.0349
O  13.0221  6.5982  21.4171  0.0171  0.0018  0.0036
O  3.286  0.6441  21.2343  0.0173  0.031  0.0367
O  0.7885  3.7922  11.5494  0.0694  0.057  -0.0406
O  7.2202  -0.1374  20.149  0  0.0064  -0.0114
O  8.1628  1.3949  21.9082  0.0263  -0.0163  -0.0156
O  -1.6732  8.8855  19.2982  -0.0032  0.0007  -0.027
O  2.7864  9.0409  20.9437  0.0155  -0.0238  0.0049
O  12.2349  0.1938  19.7074  0.035  -0.0197  -0.0067
O  6.0925  9.5453  8.8131  -0.1875  -0.2262  0.1874
O  8.5491  7.7252  10.9732  -0.0432  -0.0143  0.0009
O  8.83  0.967  13.3034  0.0212  -0.0231  -0.0107
O  7.3858  11.51  15.6029  0.0034  0.0174  -0.0095
O  5.6835  2.6154  11.2111  0.2718  0.5389  0.6758
O  2.6185  -0.3577  16.5268  0.0132  0.0106  -0.0234
O  3.2196  14.3189  11.0828  0.0145  0.1236  -0.0118
O  -6.7697  5.6548  17.2535  -0.0075  0.006  -0.0302
O  11.1283  7.537  14.8134  0.0236  0.0321  -0.0397
O  4.0452  9.7116  10.5096  0.0154  -0.1346  0.0912
O  3.4475  8.1488  17.0466  -0.0112  -0.0373  -0.0051
O  10.0263  5.2233  15.611  -0.0239  -0.0091  -0.0018
O  10.2772  2.8673  21.644  0.0587  0.0267  -0.0058
O  5.0124  15.1194  13.1967  -0.0241  0.0364  -0.1491
O  4.8235  7.158  21.2876  -0.0041  0.0136  -0.0095
O  11.036  2.6793  19.1748  0.0139  -0.0124  -0.0311
O  8.9352  2.7515  15.2728  -0.0109  0.0197  -0.0041
O  3.7103  -0.7236  18.8718  0.0039  -0.0057  -0.0159
O  5.5974  1.6874  21.6359  -0.0562  0.0186  0.0137
O  5.2453  10.186  16.7319  -0.0038  0.0038  -0.007
O  7.9212  1.3929  10.7712  -0.0375  0.035  -0.0535
O  9.6092  0.5324  19.2703  0.0037  0.0034  -0.0116
O  17.6176  4.7965  18.038  -0.0209  0.0119  -0.0442
O  7.5825  6.5426  22.0896  0.107  0.0048  0.0238
O  -5.8914  -2.6674  14.1631  -0.0705  -0.014  -0.0545
O  7.3786  -3.4296  13.3826  -0.008  0.0291  -0.0966
O  11.3798  -0.7422  15.1364  0.0077  -0.033  -0.0488
O  10.2568  7.0875  21.5614  -0.0415  0.0182  0.0054
O  9.1501  3.7926  10.7112  -0.0431  -0.0415  -0.0242
O  8.8195  -6.6495  19.7439  -0.0043  0.0089  -0.0085
O  0.4313  11.9027  17.2677  0.0183  -0.0136  -0.0373
O  16.5171  3.9793  15.7775  -0.0281  -0.0459  -0.0656
O  11.1253  -1.7352  12.742  -0.0011  0.0215  -0.0907
O  11.2915  4.9551  20.3749  0.0384  0.0371  0.0011
O  0.0516  8.4688  10.2831  0.0593  0.0157  -0.0376
O  10.446  6.0376  11.4368  0.0477  0.0385  0.0066
O  9.9712  -0.0925  11.1059  0.0296  -0.0116  0.003
O  14.2361  6.4838  14.8582  0.0171  0.0095  -0.1069
O  7.24  8.9196  15.5291  0.0037  -0.0578  -0.0482
H  5.4623  2.1191  10.4299  -0.2413  -0.4823  -0.673

Results
free energy: -133979.538 eV
free energy less fixed offsets of H -15.97, O -568.88, Si -635.61 eV per atom: -1.608 eV

The program warned: the cutoff lies below the one the program advises for these potential files; the forces do not sum to zero within the program's tolerance; the exchange-correlation potential is rough where the density is thin.
